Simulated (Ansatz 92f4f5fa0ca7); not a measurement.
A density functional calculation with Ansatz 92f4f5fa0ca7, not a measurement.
Periodic cell of 186 atoms, Si104O82, from a study of silicon, its oxide and their interface. The atomic structure is a simulated model.

Settings: functional PBE; potential files Ansatz PAW; basis plane waves; wave-function cutoff 700 eV; density cutoff ratio 5; exchange-correlation grid ratio 2; k mesh 2 x 2 x 1, shifted by 0.5 0.5 0.5 of a step; self-consistency stop 5e-08 eV per atom in the density residual; occupations Fermi-Dirac, 0.05 eV; spin none; net charge 0.

Cell vectors (angstrom)
a	11.5983	0	0
b	0	11.5983	0
c	-6.5776	-0.9636	24.3734

Atoms: element, x, y, z (angstrom)
Si	0.4336	0.6183	-0.2755
Si	0.3476	4.6959	-0.0571
Si	0.2933	7.7979	-0.1687
Si	3.914	1.3966	-0.2608
Si	4.2414	4.5044	0.2239
Si	4.36	7.5625	-0.4554
Si	7.4892	1.2402	-0.6645
Si	7.9414	4.2655	0.1027
Si	8.1142	7.3481	-0.4066
Si	2.1936	0.6421	1.2589
Si	2.2544	4.4063	1.3699
Si	2.3966	8.2863	0.8591
Si	5.9101	0.658	0.9962
Si	6.1285	4.4298	1.5151
Si	6.2025	8.0779	0.9184
Si	9.7651	0.5544	0.6964
Si	9.9673	4.2553	1.2254
Si	9.8749	8.1873	0.9804
Si	2.1872	2.4779	2.6514
Si	2.2719	6.4893	2.4807
Si	2.3183	10.1553	2.3654
Si	6.0539	2.3972	2.59
Si	6.1638	6.4557	2.6307
Si	6.1005	10.1226	2.2411
Si	9.9304	2.2713	2.4025
Si	9.963	6.3439	2.4657
Si	9.8519	10.2157	2.2153
Si	0.1852	2.4308	3.843
Si	0.2932	6.445	3.8758
Si	0.2427	10.1093	3.66
Si	4.1438	2.4612	3.9344
Si	4.1845	6.4631	3.9332
Si	4.2296	10.0871	3.7619
Si	8.056	2.4009	3.8318
Si	8.1007	6.4119	3.9693
Si	8.0106	10.1225	3.7222
Si	0.2312	0.4296	5.041
Si	0.2267	4.4332	5.1068
Si	0.2443	8.3199	5.3547
Si	4.2109	0.4394	5.0933
Si	4.1538	4.4547	5.1359
Si	4.1958	8.3146	5.4095
Si	8.0086	0.4326	5.1141
Si	8.0942	4.3894	5.1357
Si	8.063	8.3144	5.4065
Si	2.2104	0.4963	6.3017
Si	2.1716	4.4529	6.419
Si	2.2075	8.2952	6.7715
Si	6.109	0.4117	6.5144
Si	6.1291	4.4198	6.4086
Si	6.1246	8.3213	6.8717
Si	9.9352	0.4358	6.4593
Si	9.9748	4.4753	6.5657
Si	9.9634	8.2772	6.9077
Si	2.1977	2.4455	7.5533
Si	2.1556	6.1511	8.0343
Si	2.2191	10.4306	7.8875
Si	6.1091	2.4512	7.6105
Si	6.1335	6.1389	7.9819
Si	6.1182	10.3762	8.2585
Si	9.9624	2.4339	7.6628
Si	9.988	6.1623	8.301
Si	9.9357	10.386	8.1409
Si	11.9194	2.3469	8.9247
Si	0.3936	5.4222	9.5768
Si	0.3641	10.9017	9.2571
Si	4.1375	2.5256	8.8287
Si	4.1507	5.594	9.1764
Si	4.0284	11.0824	9.2911
Si	8.0143	2.4902	8.9527
Si	7.9349	5.5603	9.4675
Si	8.0884	11.0464	9.5985
Si	10.2615	9.9814	14.1692
Si	4.18	6.8754	12.0704
Si	2.2921	-0.8503	17.8025
Si	2.1694	13.131	16.1689
Si	1.1184	8.8559	15.8475
Si	7.1104	6.8411	12.3436
Si	-1.3568	7.6225	20.9499
Si	2.5841	10.7756	14.0745
Si	6.049	8.4147	19.1956
Si	7.2776	8.8938	16.6605
Si	0.3336	3.4593	17.0693
Si	8.7476	7.3229	14.669
Si	-0.0556	6.0734	15.3415
Si	8.1454	5.4884	20.0436
Si	1.2148	6.5247	12.5462
Si	4.3825	10.0426	12.0357
Si	2.0297	3.6877	19.505
Si	8.114	-0.2432	15.119
Si	0.603	9.6552	12.0733
Si	2.6547	-2.2892	20.4863
Si	4.334	3.1659	17.7133
Si	1.6178	6.5985	20.8388
Si	7.2525	10.0778	12.3126
Si	7.009	12.2458	21.8937
Si	-0.1974	1.6392	19.5189
Si	6.9592	13.0032	17.3828
Si	5.4557	5.5804	18.8399
Si	5.1651	10.4309	17.4623
Si	-0.055	10.4966	21.0097
Si	5.7197	5.2369	21.7709
Si	8.5684	2.4076	19.8904
Si	5.5647	9.7528	21.576
O	7.5548	1.1228	15.8544
O	4.3126	5.8903	-0.747
O	0.34	6.2674	0.4702
O	0.8691	1.9328	-1.2823
O	2.5459	-3.8781	20.0429
O	7.7179	2.8992	-0.8566
O	6.3416	8.5089	20.8017
O	4.7557	8.3456	-1.8696
O	5.8458	2.5738	17.564
O	5.7702	9.8261	23.2053
O	0.1418	7.5258	-1.8128
O	7.3058	5.5021	21.4497
O	5.1365	7.1616	18.7047
O	0.0225	11.5851	19.7333
O	1.2942	-1.9751	21.2966
O	5.477	3.8729	22.6494
O	7.4235	13.5315	20.9716
O	0.0356	6.8723	20.5158
O	1.0731	2.5018	20.1416
O	4.075	10.8287	13.439
O	8.1393	6.3454	13.5165
O	9.1387	6.793	20.0144
O	3.5283	10.3305	10.6836
O	5.5938	6.2728	12.6565
O	2.3668	9.3874	14.9329
O	4.1358	3.9705	9.7192
O	4.189	8.4673	12.3616
O	0.9432	8.1384	12.5656
O	9.6707	-0.1538	14.6234
O	0.5651	9.789	10.4685
O	7.9711	3.9117	9.8605
O	8.0231	1.1068	9.8992
O	7.6691	6.3656	10.8949
O	0.643	5.9978	11.1156
O	8.3336	10.4164	11.1319
O	3.701	-0.7436	16.9649
O	0.9634	2.5691	15.8524
O	11.3761	9.5296	15.2456
O	4.1162	12.7161	9.7522
O	5.8598	10.5594	11.625
O	6.1768	11.6404	17.7757
O	3.4939	14.0411	16.5079
O	1.6111	10.721	12.7766
O	1.6886	12.2373	17.484
O	3.9536	-2.0086	21.4135
O	2.6264	-1.1251	19.3422
O	10.7568	10.1069	12.6413
O	2.0376	5.0541	20.4224
O	2.8269	6.2423	12.7406
O	5.0476	9.657	18.88
O	4.1452	6.6196	10.4701
O	2.3364	12.1539	14.8924
O	7.3073	10.8769	13.7619
O	10.0426	6.6677	15.3378
O	7.9688	5.7034	-0.7374
O	4.1614	3.0313	-0.5863
O	4.9891	5.0508	20.319
O	7.0816	8.4636	12.4377
O	4.6432	4.7918	17.6588
O	0.959	7.2316	15.961
O	3.4913	2.9841	19.1368
O	0.3653	3.753	9.8471
O	1.4456	4.1503	18.0464
O	-0.2758	4.7474	16.2713
O	11.9573	0.9099	9.8268
O	1.3529	-2.0971	17.3267
O	8.1987	10.1767	16.277
O	6.2407	11.1279	20.9681
O	6.5319	0.7645	-1.9802
O	-3.2606	11.5524	22.614
O	-1.1958	9.2839	20.7532
O	8.1549	1.796	18.4201
O	8.8456	4.0208	19.8892
O	9.1616	8.7815	14.075
O	5.739	9.3776	16.3474
O	0.4601	5.7902	13.8076
O	8.3901	7.8875	-1.9432
O	-0.4994	2.3904	18.0408
O	7.0991	5.5129	18.7709
O	7.3968	8.5694	18.2682
O	-1.5919	1.8074	20.3451
O	7.6142	7.5568	15.8184

Results
free energy: -112755.799 eV
free energy less fixed offsets of O -569.03, Si -635.61 eV per atom: 8.101 eV
pressure: -0.40 GPa
stress xx, yy, zz, yz, xz, xy (GPa, positive in tension): -1.63, 2.38, 0.45, 0.3, 0.01, 1.23

Forces (eV/angstrom), in the order of the atoms: element, x, y, z
Si	-0.0756	-0.2028	0.1692
Si	0.24	0.0052	0.2727
Si	-0.0289	0.0543	0.2975
Si	-0.0551	0.0078	-0.0213
Si	-0.1398	-0.0526	-0.565
Si	0.107	-0.1716	0.0288
Si	-0.1472	0.3429	0.4747
Si	0.0557	-0.0158	-0.2581
Si	0.0437	-0.005	-0.1755
Si	0.1767	0.1282	-0.3078
Si	-0.2653	0.0927	-0.2307
Si	-0.0101	-0.0774	-0.2737
Si	-0.1337	0.0073	-0.2385
Si	0.1011	-0.0094	-0.0613
Si	0.0604	-0.1333	-0.1044
Si	0.1951	0.1858	-0.4129
Si	0.0398	0.1335	-0.2454
Si	-0.0508	-0.0033	-0.2425
Si	-0.0574	0.0311	0.2105
Si	-0.1347	0.1453	0.5108
Si	-0.0713	-0.2307	0.0023
Si	-0.0655	-0.0032	0.2064
Si	0.0332	0.1399	0.406
Si	-0.012	-0.0356	-0.1393
Si	-0.0821	0.0022	-0.1748
Si	0.1203	0.0403	0.4699
Si	0.0457	-0.223	-0.0655
Si	0.0258	-0.0514	0.0463
Si	-0.0001	-0.0385	-0.2817
Si	0.0476	0.0241	-0.0851
Si	0.106	-0.1899	-0.175
Si	-0.0997	-0.011	-0.3341
Si	-0.0618	0.1072	0.0167
Si	-0.0569	-0.1369	0.0115
Si	0.0699	0.0424	-0.2878
Si	0.0148	0.1449	0.1061
Si	0.0743	0.0322	0.0593
Si	0.003	0.23	0.0303
Si	0.0032	-0.1057	-0.049
Si	0.0276	-0.0755	0.1371
Si	0.0333	0.1716	0.2311
Si	0.0078	-0.0735	0.0423
Si	-0.01	-0.0422	0.0212
Si	-0.0854	0.1234	0.0757
Si	-0.0534	-0.0815	-0.0127
Si	-0.0419	-0.2191	-0.3934
Si	-0.0349	0.0212	-0.3545
Si	-0.0496	0.0177	0.0196
Si	0.0056	-0.1485	-0.2325
Si	0.0088	0.0301	-0.362
Si	0.0219	0.0131	0.0381
Si	-0.0086	-0.1291	-0.2399
Si	0.0318	0.1426	-0.0847
Si	0.0473	0.083	0.1595
Si	0.0461	-0.0202	0.1737
Si	-0.0387	-0.0274	0.1115
Si	0.0494	0.0159	0.2443
Si	0.0233	0.0853	0.2283
Si	0.0224	0.0103	0.2085
Si	-0.029	0.1438	0.2342
Si	-0.0008	-0.0704	0.1862
Si	-0.0724	-0.1733	0.0811
Si	-0.0636	0.0593	0.258
Si	-0.0464	-0.0885	0.5125
Si	0.1084	-0.1183	0.1462
Si	0.0322	0.2007	-0.0342
Si	0.0891	-0.0396	0.6315
Si	0.0585	-0.2722	0.2432
Si	-0.088	0.2041	0.1486
Si	-0.0348	0.023	0.4189
Si	-0.0986	-0.115	0.1646
Si	0.1067	0.1196	0.0064
Si	0.1892	-0.0728	0.1409
Si	0.0557	0.0192	0.2101
Si	-0.1556	-0.0627	-0.0258
Si	0.0766	-0.1112	-0.0694
Si	0.0468	-0.0437	0.0298
Si	-0.1357	-0.0325	0.1328
Si	-0.0077	-0.132	-0.121
Si	0.0748	-0.0606	0.0855
Si	0.041	-0.0761	-0.311
Si	-0.0324	-0.1375	0.0596
Si	0.0675	0.0716	-0.0176
Si	-0.0398	-0.0601	0.0319
Si	0.0023	0.1036	0.0389
Si	-0.0039	-0.1616	-0.2057
Si	0.1669	-0.0145	0.0633
Si	0.0736	-0.0421	0.1235
Si	0.0442	-0.001	-0.0561
Si	0.0558	-0.007	0.14
Si	0.0509	0.1146	0.1645
Si	0.0898	-0.1038	-0.2666
Si	-0.0723	0.0659	0.0074
Si	-0.0792	0.0242	-0.1086
Si	-0.2784	-0.011	-0.0037
Si	0.1098	-0.1533	-0.0245
Si	0.0385	0.1707	-0.0237
Si	-0.0227	-0.0434	0.0081
Si	0.117	0.1512	-0.2473
Si	-0.0546	-0.0773	-0.1049
Si	0.0644	-0.1195	-0.3483
Si	0.0983	-0.0367	-0.3247
Si	0.1406	0.0941	0.0026
Si	0.0787	-0.0251	-0.184
O	0.0041	-0.0171	-0.0162
O	-0.141	0.2673	0.2608
O	-0.0831	-0.0327	-0.4596
O	-0.1336	-0.2377	0.1854
O	-0.0442	0.0129	0.1339
O	0.0426	-0.3901	0.0787
O	-0.0635	0.1033	0.0705
O	-0.1422	-0.12	0.1333
O	-0.0071	-0.0068	0.0146
O	-0.1248	0.2694	0.175
O	-0.0002	0.07	0.3097
O	-0.0123	-0.0402	0.1264
O	0.0383	-0.0718	0.1157
O	-0.0334	-0.1397	0.2141
O	-0.0609	0.0765	0.1194
O	-0.0636	-0.0098	0.3583
O	-0.0692	-0.0747	0.185
O	-0.0375	0.025	0.0793
O	-0.0921	-0.0411	-0.0126
O	-0.0553	-0.0306	-0.1215
O	-0.016	0.0448	-0.0724
O	0.0542	0.0832	0.1452
O	-0.0095	0.1327	-0.091
O	0.0539	0.0189	-0.151
O	0.0381	0.0549	-0.0476
O	-0.045	0.3986	-0.5042
O	-0.0501	0.0556	-0.0084
O	-0.0268	-0.0561	-0.0484
O	-0.0458	-0.0686	0.0129
O	-0.0404	0.1334	0.0537
O	0.0629	0.3235	-0.3737
O	0.0035	-0.2599	-0.3096
O	0.1317	-0.1632	-0.2111
O	-0.1336	-0.1216	-0.3021
O	0.0631	0.0938	-0.2204
O	-0.0471	0.0651	0.0192
O	0.0149	-0.0491	0.106
O	-0.0996	0.1056	-0.0616
O	-0.0224	-0.3058	-0.4469
O	0.0051	0.0075	0.0285
O	0.0385	0.0776	-0.0043
O	0.0204	0.0117	0.0081
O	-0.0374	-0.042	-0.1457
O	-0.0154	-0.0436	0.0017
O	-0.061	0.0294	0.0575
O	0.0245	-0.0481	0.0974
O	-0.0856	0.0206	-0.0407
O	-0.0027	0.0722	0.0476
O	-0.0595	-0.0202	-0.1275
O	0.0249	-0.0288	0.1229
O	-0.017	-0.1894	-0.1524
O	0.0063	0.0314	-0.0347
O	0.0557	-0.0325	-0.1486
O	-0.0012	-0.0469	0.0067
O	0.0357	0.3475	0.1461
O	0.0968	-0.1927	0.1434
O	-0.0139	0.026	0.2039
O	0.0756	0.0836	0.0166
O	0.0465	-0.0747	0.1233
O	-0.0579	-0.049	-0.0411
O	0.0036	0.0009	-0.0213
O	-0.034	0.3753	-0.3153
O	-0.0365	-0.0584	0.0496
O	-0.0142	-0.0536	0.0343
O	0.0015	-0.2126	-0.4563
O	0.0563	0.0823	0.0407
O	0.0187	0.0702	-0.0626
O	0.0684	0.0266	0.0366
O	0.2431	0.1131	0.2662
O	0.0676	0.1152	-0.0105
O	0.0597	0.1297	0.1009
O	-0.0437	0.0026	-0.0575
O	-0.0501	0.0063	0.0604
O	0.0163	0.0451	-0.0508
O	0.0766	0.0734	0.0459
O	-0.0105	-0.0001	-0.073
O	0.0117	-0.0138	0.1215
O	0.0076	0.0173	-0.0402
O	-0.0604	-0.008	0.0873
O	-0.0816	0.0338	0.1125
O	-0.0318	-0.0293	0.0301
O	0.0666	0.0466	-0.0388

The program warned: the cutoff lies below the one the program advises for these potential files.
